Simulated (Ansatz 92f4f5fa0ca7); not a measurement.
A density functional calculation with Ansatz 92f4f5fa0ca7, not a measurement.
Periodic cell of 158 atoms, Si90O68, from a study of silicon, its oxide and their interface. The atomic structure is a simulated model.

Settings: functional r2SCAN; potential files Ansatz norm-conserving; basis plane waves; wave-function cutoff 1300 eV; density cutoff ratio 4; exchange-correlation grid ratio 1; k mesh 2 x 2 x 1, shifted by 0.5 0.5 0.5 of a step; self-consistency stop 5e-08 eV per atom in the density residual; occupations Fermi-Dirac, 0.05 eV; spin none; net charge 0.

Cell vectors (angstrom)
a 10.88 0 0
b 0 10.88 0
c 0 0 22.3135

Atoms and the computed forces on them: element, x, y, z (angstrom), force x, y, z (eV/angstrom)
Si -0.0191 -0.0597 0.3272 0.0503 0.1282 -0.4046
Si 3.1486 2.1092 0.0438 -0.6883 0.3364 -0.5335
Si -0.4954 5.7779 -0.1691 0.0654 -0.2375 -0.1972
Si 1.8732 8.5342 -0.145 0.1942 0.771 -0.129
Si 4.777 0.4454 0.1086 0.4333 -0.5329 -0.4728
Si 8.779 2.1918 -0.0762 0.4248 -0.2128 -0.1648
Si 5.3675 4.9081 -0.4427 0.0835 0.5022 -0.2176
Si 8.246 8.1235 -0.1164 0.1836 0.1571 -0.1834
Si 1.45 1.3277 1.4723 -0.08 -0.0644 -0.1286
Si 3.928 4.0245 1.1538 -0.0314 -0.1504 0.0905
Si 1.0904 6.8039 1.2045 -0.0148 -0.1056 -0.0398
Si 4.1566 9.7845 1.7216 -0.7873 0.1075 -0.0829
Si 6.8007 1.3125 1.0908 0.1383 -0.0174 0.0897
Si 9.5266 4.0569 1.2432 -0.1092 -0.0166 -0.1047
Si 6.9578 6.9824 1.4059 -0.1706 -0.5051 0.1174
Si 9.3828 9.5042 1.4661 -0.0236 -0.1139 -0.231
Si 0.053 2.8047 2.6768 0.0417 0.0234 0.0491
Si 2.692 0.1249 3.0134 0.3024 0.1559 0.4514
Si -0.0854 8.1291 2.7512 0.0154 0.0576 0.1805
Si 2.6247 5.4577 2.5335 -0.0306 0.0925 -0.0594
Si 5.4576 2.7922 2.5611 0.0039 -0.071 -0.1005
Si 7.9935 -0.0144 2.7232 -0.0264 0.1301 -0.1056
Si 5.4484 8.1621 2.7689 0.1545 -0.062 0.0256
Si 8.1994 5.4623 2.7079 0.1071 -0.0384 0.1156
Si 1.3702 4.1437 4.0974 -0.1041 -0.1478 0.0928
Si 4.1155 1.5369 4.1437 -0.1186 -0.1084 -0.2248
Si 1.2866 9.5069 4.1515 0.0544 -0.139 -0.2857
Si 4.0251 6.7506 4.0075 -0.0321 0.0229 -0.0236
Si 6.7733 4.1279 4.0157 -0.0592 0.0831 -0.1333
Si 9.4767 1.4036 3.9738 -0.0555 0.0579 -0.0773
Si 6.7714 9.4808 4.187 0.1137 0.1961 0.0406
Si 9.5164 6.7459 4.1662 0.1184 0.0798 -0.1552
Si -0.0751 0.0523 5.3992 0.0183 -0.0386 -0.0288
Si 2.6935 2.76 5.5292 0.1906 0.1492 0.0115
Si -0.0362 5.4031 5.5349 0.0636 0.1019 0.0967
Si 2.6757 8.0917 5.4145 0.0011 0.1253 0.0858
Si 5.3785 0.0442 5.4095 -0.0613 -0.0048 0.178
Si 8.1246 2.7609 5.3571 -0.0341 -0.0286 0.0564
Si 5.4172 5.4349 5.4541 -0.0319 -0.1354 -0.0996
Si 8.2023 8.1315 5.5404 0.0321 -0.0323 0.0262
Si 1.3101 1.29 6.8461 0.2112 -0.0235 -0.0141
Si 4.0847 4.0711 6.8783 -0.0109 0.0132 0.0074
Si 1.335 6.7948 6.8576 -0.1016 0.1159 0.0446
Si 4.0486 9.497 6.7365 -0.0475 -0.0068 -0.1008
Si 6.7168 1.4481 6.7055 -0.0384 0.0496 -0.1167
Si 9.4684 3.9749 6.8723 -0.0266 0.1234 0.0447
Si 6.8413 6.7285 6.8702 0.1419 -0.0636 0.074
Si 9.5379 9.6178 6.8347 0.0205 0.0645 -0.0947
Si -0.1042 2.526 8.2385 -0.2554 -0.0178 0.2521
Si 2.7151 -0.0869 8.2049 -0.0114 -0.0204 0.1214
Si 0.1169 8.3815 8.239 -0.0654 -0.1746 0.2638
Si 2.6446 5.3398 8.1681 0.0045 -0.0442 0.2154
Si 5.4195 2.6818 8.2617 -0.0343 -0.0345 0.4901
Si 8.0045 0.0807 7.9983 0.0568 -0.0675 0.2053
Si 5.4493 8.1452 8.061 -0.0433 0.2991 0.0626
Si 8.0587 5.2407 8.3419 0.1496 0.0001 0.0672
Si 1.1042 4.06 9.4868 0.0029 0.1024 0.3453
Si 4.2756 1.0327 9.522 0.069 -0.2217 0.4391
Si 1.792 9.2332 9.7722 0.1804 -0.0832 0.4246
Si 3.9201 6.9214 9.2635 -0.072 0.0059 0.7325
Si 6.9841 3.7147 9.7504 0.018 -0.1746 0.0079
Si 9.0696 1.4159 9.5751 -0.1218 -0.2498 0.4106
Si 6.5118 9.7998 9.3641 0.0863 -0.0231 0.5755
Si 9.6093 6.1969 9.8738 -0.0247 -0.3021 -0.348
Si -0.9588 -5.0068 14.615 0.0331 0.1551 -0.1704
Si 2.868 2.7867 11.6521 -0.1065 -0.1717 0.041
Si 4.2976 7.0827 13.7564 0.0144 0.3899 0.1779
Si 13.1505 1.8455 14.6504 0.0454 -0.1646 0.3195
Si -0.1074 3.5055 15.5148 0.1598 -0.3424 0.054
Si 11.4718 10.0633 15.0581 -0.015 0.1375 0.2661
Si 1.6764 -2.4803 12.6061 0.0897 0.0148 0.1814
Si 5.0489 5.1106 11.582 -0.0187 0.3226 -0.0179
Si 8.6339 9.9343 11.5313 -0.1399 0.1989 0.1504
Si 7.635 5.8288 18.2487 0.1764 0.444 0.5458
Si 10.0385 7.205 11.9071 0.2082 0.1684 0.7797
Si -0.3776 -5.0141 17.3024 0.4538 0.0116 -0.0731
Si 4.0794 -5.4728 19.3047 -0.0898 -0.078 -0.3108
Si -4.0849 11.6988 18.248 0.018 -0.0451 -0.4076
Si -4.5466 -2.8828 15.3126 -0.0895 0.5637 -0.2307
Si 3.9532 1.0473 16.8698 0.0329 -0.1434 -0.2707
Si 3.7394 -1.4831 20.0703 -0.2703 -0.0607 -0.4087
Si 1.2166 5.1675 19.5264 0.1111 0.0313 -0.232
Si 2.3852 9.5276 17.3916 -0.0895 0.0373 -0.367
Si -6.8022 -3.6717 16.7372 -0.2793 0.2099 -0.209
Si 2.8319 2.7904 19.2252 -0.0002 -0.1698 -0.4061
Si -2.5971 10.3413 14.5728 0.0426 -0.0732 0.2423
Si 7.1103 3.2242 20.1313 -0.0863 -0.1459 -0.2221
Si 7.2897 5.0855 16.0791 0.2346 -0.2376 -0.9283
Si 6.6494 8.705 19.4334 -0.0509 0.2605 -0.3704
Si 8.0307 2.1057 15.941 0.0524 -0.2024 0.0581
O -3.5305 -2.1601 -1.3879 0.2461 -0.2588 0.0915
O -0.9447 1.0459 -0.5055 -0.5454 0.2778 0.6765
O -7.4312 -0.4589 -5.7481 -0.105 0.0594 0.2395
O 2.7245 2.2361 -1.5724 0.3757 -0.1371 0.5108
O -4.5411 5.8712 0.3788 -0.1708 -0.202 -0.1209
O 0.1844 5.1852 -1.5481 -0.0976 0.2171 0.1126
O 0.7806 9.7071 -0.6275 0.241 -0.2386 0.3757
O 2.8997 8.3127 -1.3818 0 0.0284 0.1037
O 8.0787 1.431 -4.873 -0.2588 0.1784 -0.0993
O 2.7943 -1.705 1.0115 0.1061 -0.3741 -0.0801
O 8.5535 2.8694 -1.5508 -0.3642 0.1088 -0.0334
O 7.0117 3.4249 -6.3652 0.2164 0.3873 0.1361
O 6.1151 3.5403 -0.928 0.084 0.2418 -0.2785
O 7.2577 4.5577 -3.1006 0.0258 0.0148 0.0235
O 5.0152 -2.2344 -2.9101 0.0734 0.0403 0.2927
O 9.3192 6.9643 -0.641 -0.0403 -0.2019 0.056
O 4.7639 6.2771 10.5029 0.0014 -0.1661 -0.0208
O -1.0139 -0.5706 14.9714 -0.0874 -0.0733 -0.2052
O 5.3994 -0.0686 10.0666 -0.1179 0.1214 -0.7595
O 3.5113 1.4978 10.9073 0.0615 0.178 -0.3988
O 2.8881 8.0217 9.8842 -0.0119 -0.0218 -0.2213
O 1.6477 9.5549 11.4253 -0.0944 -0.1957 -0.5938
O -0.302 4.2882 16.9182 -0.0867 0.324 -0.0828
O 4.9671 5.7922 13.0447 0.0187 -0.1634 -0.3801
O 8.1083 2.5961 10.2449 -0.0063 0.0376 -0.5308
O 6.4703 4.4212 11.1642 -0.1236 -0.0937 -0.3051
O -1.5246 0.3427 10.8189 -0.071 0.1629 -0.213
O 12.4148 3.3191 10.8936 0.2201 -0.0217 -0.373
O 7.4498 9.294 10.6219 -0.1171 0.1362 -0.1729
O 9.8028 7.5954 9.0505 0.2274 -0.0199 -0.1747
O 10.9286 5.2238 9.9124 -0.3015 0.2103 -0.1429
O -1.4438 -4.1673 13.341 0.3014 0.1122 -0.0049
O 3.1544 -3.0794 12.8808 -0.1405 -0.0678 0.0197
O 2.5209 2.4175 13.1756 0.0641 0.1317 -0.3365
O 9.7316 8.7903 11.7709 0.0366 -0.0832 -0.0896
O 4.1123 3.7944 19.0423 -0.1163 0.2217 0.2744
O 2.7477 7.9675 17.2242 0.2245 0.1069 0.0133
O 14.8126 3.9733 11.537 0.0071 -0.0049 -0.002
O 11.8205 -1.1129 16.6479 0.2741 -0.0189 -0.1398
O 11.9208 8.8814 14.0355 0.0701 -0.0569 -0.3572
O 1.4724 0.4419 14.5388 0.0419 0.1172 0.0534
O 10.8909 15.4776 14.2806 -0.2871 0.1733 0.3819
O 0.857 6.1622 18.2886 -0.2102 -0.3333 0.1846
O 4.4039 -4.8102 17.8511 0 -0.1354 0.3497
O -7.1814 1.808 15.4497 -0.308 -0.1119 0.1396
O -1.3413 2.4534 15.4202 -0.1354 0.2556 0.0889
O 3.7478 -4.2623 15.2398 0.276 0.1701 -0.0432
O 11.6771 7.1353 12.0648 -0.494 0.0716 -0.1038
O 7.0823 7.3253 18.6742 0.0945 -0.3477 0.1258
O 5.3385 8.2509 16.5854 -0.0065 -0.3698 -0.096
O 8.6285 5.121 15.1732 -0.1725 -0.0327 0.3746
O 12.1995 2.7797 15.5569 -0.142 0.0538 -0.1883
O 7.0475 10.1489 18.7095 -0.1262 -0.1886 0.2842
O 10.5282 6.7283 15.8989 -0.2657 -0.4784 -0.0176
O -2.8425 -0.5661 12.9824 0.2331 -0.1302 -0.3008
O -3.3229 0.8512 15.015 0.1724 0.0849 0.0709
O -4.3518 1.859 19.4636 0.1152 0.2689 0.2508
O 2.6506 -5.129 19.9814 0.0116 -0.1371 -0.0379
O -6.4384 10.5668 20.9534 -0.0138 0.3393 0.2914
O -8.2491 9.9069 18.9587 0.3347 -0.1209 0.2689
O -3.2988 -1.8447 15.3044 -0.0833 -0.1318 -0.1304
O -4.3371 -4.5101 15.3523 0.2182 -0.3288 0.3349
O 1.4562 3.6389 18.993 0.2084 0.2473 0.2288
O 5.4672 -2.66 13.9515 -0.1284 -0.4482 0.225
O 5.5104 0.9615 17.2564 0.1203 -0.026 0.2891
O 5.0896 5.788 20.5007 0.0646 -0.3153 0.2935
O 3.0443 1.6697 18.0728 0.0617 0.2059 0.2153
O 9.2397 6.1156 18.261 -0.4623 -0.1406 -0.1685

Results
free energy: -42154.131 eV
free energy less fixed offsets of O -463.61, Si -117.95 eV per atom: -13.151 eV
pressure: -0.90 GPa
stress xx, yy, zz, yz, xz, xy (GPa, positive in tension): -0.49, 1.07, 2.11, -0.76, -0.08, -0.94
